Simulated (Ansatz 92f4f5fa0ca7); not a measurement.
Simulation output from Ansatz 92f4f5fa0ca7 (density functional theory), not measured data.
Periodic cell of 224 atoms, Si133O90H1, from a study of silicon, its oxide and their interface. The atomic structure is a simulated model.
Doubt: the cutoff is far below the 930 eV that the study's wrapper takes by default for these files, so forces and energies are approximate.

Settings
functional: PBE
potential files: Ansatz PAW
basis: plane waves
wave-function cutoff: 580 eV
density cutoff ratio: 5
exchange-correlation grid ratio: 1
k mesh: 1 x 1 x 1, Gamma-centred
self-consistency stop: 5e-08 eV per atom in the density residual
occupations: fixed
spin: none
net charge: +1 e, with a uniform compensating background and no finite-size correction

Cell vectors (angstrom)
a 10.938 0 0
b 0 10.938 0
c 0 0 32.4003

Atoms: element, x, y, z (angstrom)
Si 0.2829 -0.1912 24.9574
Si 5.1968 0.4731 24.9497
Si 2.8872 2.6362 25.0334
Si 7.9249 2.983 24.9396
Si -0.2221 5.7593 24.9268
Si 5.7225 5.2435 24.9575
Si 2.5005 8.5067 24.9009
Si 8.467 7.994 24.8591
Si 1.3792 1.3815 26.3134
Si 6.8104 1.4544 26.3273
Si 4.1152 4.1637 26.3067
Si 9.5614 4.1388 26.2056
Si 1.3593 6.9133 26.2439
Si 6.8782 6.8624 26.213
Si 4.1218 9.6509 26.1712
Si 9.5805 9.5912 26.2084
Si 2.7558 0.0013 27.6348
Si 8.1967 0.0076 27.5942
Si -0.0304 2.7547 27.6026
Si 5.4342 2.7754 27.6809
Si 2.7087 5.5172 27.614
Si 8.203 5.4809 27.618
Si -0.0249 8.2313 27.6299
Si 5.4632 8.2256 27.558
Si 4.1018 1.3673 28.9821
Si 9.5708 1.3673 28.9821
Si 1.3673 4.1018 28.9821
Si 6.8362 4.1018 28.9821
Si 4.1018 6.8362 28.9821
Si 9.5708 6.8362 28.9821
Si 1.3673 9.5708 28.9821
Si 6.8362 9.5708 28.9821
Si 0 0 30.3493
Si 5.469 0 30.3493
Si 2.7345 2.7345 30.3493
Si 8.2035 2.7345 30.3493
Si 0 5.469 30.3493
Si 5.469 5.469 30.3493
Si 2.7345 8.2035 30.3493
Si 8.2035 8.2035 30.3493
Si 1.3673 1.3673 31.7166
Si 6.8362 1.3673 31.7166
Si 4.1018 4.1018 31.7166
Si 9.5708 4.1018 31.7166
Si 1.3673 6.8362 31.7166
Si 6.8362 6.8362 31.7166
Si 4.1018 9.5708 31.7166
Si 9.5708 9.5708 31.7166
Si 2.7345 0 0.6835
Si 8.2035 0 0.6835
Si 0 2.7345 0.6835
Si 5.469 2.7345 0.6835
Si 2.7345 5.469 0.6835
Si 8.2035 5.469 0.6835
Si 0 8.2035 0.6835
Si 5.469 8.2035 0.6835
Si 4.1018 1.3673 2.0507
Si 9.5708 1.3673 2.0507
Si 1.3673 4.1018 2.0507
Si 6.8362 4.1018 2.0507
Si 4.1018 6.8362 2.0507
Si 9.5708 6.8362 2.0507
Si 1.3673 9.5708 2.0507
Si 6.8362 9.5708 2.0507
Si 0 0 3.418
Si 5.469 0 3.418
Si 2.7345 2.7345 3.418
Si 8.2035 2.7345 3.418
Si 0 5.469 3.418
Si 5.469 5.469 3.418
Si 2.7345 8.2035 3.418
Si 8.2035 8.2035 3.418
Si 1.4721 1.3457 4.8777
Si 6.8327 1.3781 4.7962
Si 3.9825 4.1106 4.7981
Si 9.6151 4.0443 4.841
Si 1.3702 6.8113 4.7723
Si 6.957 6.7325 4.7476
Si 4.1644 9.4902 4.6673
Si 9.5565 9.5905 4.7892
Si 2.9491 -0.1825 6.1441
Si 8.1731 0.0187 6.1996
Si 0.0051 2.6653 6.2894
Si 5.4035 2.7354 6.1061
Si 2.537 5.3765 6.2375
Si 8.3051 5.4308 6.2595
Si 0.0335 8.1991 6.0909
Si 5.4759 8.0811 5.9206
Si 4.3163 1.1713 7.5572
Si 9.9084 0.9406 7.5578
Si 0.9655 4.2481 7.7887
Si 6.5285 4.3372 7.3641
Si 4.3109 6.5421 7.2046
Si 9.3341 7.2191 7.464
Si 1.3225 9.6602 7.4325
Si 6.8966 9.3104 7.3057
O 9.5939 6.8635 24.4336
O 4.0009 1.53 24.5537
O 8.0585 8.219 7.5875
O 2.9758 1.4911 8.4888
O 6.8108 4.1051 24.4317
O 1.3633 9.6114 24.4022
O 5.4435 5.4972 7.8044
O 0.1951 -0.132 7.6953
O 6.8184 3.4712 8.7714
O 6.2536 9.6851 8.8106
O 9.8155 7.3347 9.0556
O 1.8668 9.1733 8.9229
O 5.4844 1.1409 9.2443
O 1.7636 3.688 9.1127
O 9.6277 1.2053 9.1476
O 3.7713 7.4466 8.4393
O 7.8681 8.5798 23.4441
O 8.474 2.2025 23.6064
O 5.0355 5.904 23.6243
O 2.254 3.2803 23.6616
O 10.6121 0.6077 23.6605
O 0.4023 5.1634 23.5317
O 3.1782 7.8401 23.5579
O 5.5307 14.0895 19.154
Si 11.3956 2.3772 20.8028
Si 7.837 9.3897 22.0271
Si 2.2727 5.1804 13.5599
Si 12.2715 7.3773 16.8239
Si -0.0889 -4.646 9.7358
Si 10.9143 8.9095 14.7723
Si -1.3859 -4.9795 17.7076
Si 1.6182 4.4507 22.7191
Si 4.5967 10.9224 16.9696
Si 6.8929 5.8818 16.2689
Si 5.7575 2.7959 9.7885
Si 2.7883 9.2152 18.6799
Si 7.7809 3.5722 11.7206
Si 9.0843 1.1231 10.666
Si 9.0736 1.6023 15.9213
Si 2.6242 4.6911 16.5768
Si -3.9258 3.4187 14.6254
Si 6.2358 10.7057 10.0564
Si 16.0448 4.4995 18.3529
Si 4.9662 7.1786 19.8349
Si -1.5491 1.1718 22.7396
Si 2.1226 2.375 12.5541
Si 5.4571 10.9573 21.9283
Si 0.0964 6.9469 12.7393
Si 13.7479 2.6196 9.6658
Si 10.9442 3.2471 17.7947
Si 8.088 7.9621 19.3922
Si -6.3591 1.497 14.3656
Si -2.2437 -1.2458 16.7401
Si 2.8929 7.8831 12.3975
Si -5.7858 1.6039 19.4491
Si -0.3695 0.6576 13.3125
Si 3.885 6.6254 22.7264
Si 2.7617 0.4051 20.7189
Si 13.5519 7.828 9.4809
Si 6.251 8.6909 15.3219
Si 5.0874 -1.147 12.8883
O 6.4143 5.0721 17.5859
O -0.5495 -4.6598 11.3441
O 6.7228 4.9711 14.9489
O 2.2206 10.0001 19.9793
O -0.2396 5.0265 8.6611
O 1.0238 3.8096 21.3478
O 1.4906 6.6559 9.6489
O -5.5972 0.2701 13.6186
O 14.1745 6.4472 13.1258
O 8.5608 11.3076 16.8554
O 5.3277 9.7241 16.1575
O -1.4969 1.103 14.4016
O 2.3038 3.9945 12.4354
O 6.0111 8.7035 13.6894
O 2.6965 4.4777 14.9551
O 6.3545 2.8415 11.2756
O 3.2276 1.7532 13.5333
O 14.913 4.1098 17.2489
O -3.1088 13.5962 15.8124
O 0.7202 5.7128 13.6054
O 7.782 9.1463 15.5165
O 0.3063 2.4438 19.1801
O 4.5813 5.6589 19.363
O 7.747 5.1099 11.2066
O 10.8959 6.5858 17.0756
O 2.7514 5.5368 22.2977
O 9.0504 6.6846 19.0742
O 1.2695 7.9977 12.2862
O -5.4174 0.6254 18.1712
O 7.64 0.3388 10.5826
O 11.2814 -0.6913 13.8989
O 4.2594 3.3908 9.791
O 4.0659 8.277 19.0405
O 8.4639 6.2015 16.5149
O 1.3741 3.8938 17.2132
O -0.8322 7.8487 13.75
O 5.5613 2.7726 14.3238
O 2.5535 6.3007 16.8142
O 9.8224 4.3985 18.0706
O 4.2047 1.1504 15.9025
O 3.4349 7.9554 10.8657
O 3.5631 -1.7294 13.0714
O 8.5409 10.8445 22.1889
O -2.9849 3.3947 13.3087
O 9.9579 2.0169 21.4727
O 8.5689 8.5617 20.8289
O -5.0221 1.1618 20.8335
O 5.4169 -0.8755 11.2877
O 1.317 8.1478 15.3591
O 2.3505 1.8511 11.0114
O 6.5282 7.4928 19.4831
O 1.548 -2.5664 18.079
O 1.4793 12.136 21.2886
O 8.9786 2.6918 11.068
O 3.2191 -0.6221 17.5619
O 8.3086 -1.8829 18.1828
O 10.177 -1.6225 16.1702
O -0.5596 2.2487 16.6371
O 0.6773 1.8927 13.1095
O 6.2806 -1.3389 21.5423
O 15.5488 7.245 21.419
O 5.906 0.2518 23.4806
O -4.9222 7.2205 15.9745
O 3.541 1.4396 19.7095
O 3.8273 -0.1044 21.8602
O 9.9358 0.3416 11.8184
H 8.5477 5.6458 11.3629

Results
free energy: -135756.535 eV
free energy less fixed offsets of H -15.97, O -568.88, Si -635.61 eV per atom: -5.235 eV

Forces (eV/angstrom), in the order of the atoms: element, x, y, z
Si -0.0256 0.0353 -0.0302
Si 0.0026 -0.0459 0.0164
Si -0.014 0.0319 -0.0439
Si 0.0183 0.0046 -0.0132
Si 0.0121 -0.0149 -0.0103
Si -0.006 0.0138 -0.0453
Si 0.0291 -0.0354 -0.0261
Si 0.0148 -0.0136 -0.0342
Si -0.0488 0.0297 0.0066
Si 0.0233 -0.0278 0.0162
Si -0.0314 0.0312 0.0267
Si 0.0288 -0.0296 0.0235
Si 0.0322 -0.0279 0.0249
Si -0.0352 0.0291 0.0159
Si 0.0491 -0.0177 0.0059
Si -0.0248 0.0263 0.0246
Si -0.0029 -0.0229 0.0381
Si -0.0084 0.0059 0.0002
Si -0.0081 0.0109 0.0036
Si 0.0074 -0.0088 0.0284
Si -0.0095 0.0104 -0.0044
Si 0.0147 -0.0086 0.0277
Si 0.001 -0.0044 0.0258
Si -0.0019 0.0115 0.0057
Si -0.0568 -0.0144 0.404
Si -0.0919 0.0274 -0.0858
Si -0.0956 0.0714 -0.1438
Si 0.0751 0.232 0.2832
Si 0.0552 0.2675 -0.1745
Si -0.0115 0.0185 0.1274
Si 0.0327 0.0417 0.1089
Si -0.0583 -0.0339 -0.2441
Si 0.0789 -0.0002 -0.0245
Si 0.0155 0.0092 0.0021
Si 0.0249 -0.0655 -0.0066
Si -0.0162 -0.007 -0.0086
Si -0.006 0.0239 0.0067
Si 0.1007 0.0099 -0.0133
Si 0.0246 0.0111 -0.0094
Si 0.0072 -0.0482 -0.0241
Si -0.0532 0.0313 -0.0033
Si 0.0063 0.0357 -0.0036
Si -0.0343 0.0333 -0.0253
Si -0.0044 -0.0329 -0.018
Si 0.0401 0.0387 -0.0071
Si -0.0384 0.0327 -0.0139
Si -0.0333 -0.0087 -0.0253
Si -0.0189 0.0211 -0.03
Si 0.038 -0.0114 0.0245
Si 0.0404 -0.1057 0.028
Si -0.0089 0.029 0.0061
Si 0.0388 -0.0482 -0.0028
Si 0.0463 -0.0626 0.0361
Si -0.0127 0.0554 0.0217
Si 0.004 -0.0483 -0.003
Si 0.031 -0.0079 0.0183
Si -0.0048 0.0461 0.0213
Si 0.0849 0.1133 0.0442
Si -0.11 -0.0522 -0.0047
Si -0.1236 -0.0938 0.0075
Si -0.0646 0.0554 -0.029
Si -0.0169 0.1002 0.0008
Si -0.027 -0.0338 0.017
Si -0.0058 0.026 0.0006
Si 0.2548 0.1359 0.4195
Si 0.3355 0.1622 -0.3242
Si -0.2016 -0.2494 -0.1533
Si 0.045 0.1143 0.1721
Si -0.0846 -0.2671 0.0784
Si -0.0732 -0.2534 0.2159
Si -0.3176 -0.3937 -0.5089
Si 0.2818 -0.0469 -0.1992
Si 0.0099 0.0206 -0.0542
Si 0.0134 -0.0198 -0.0193
Si -0.0411 -0.0707 -0.0608
Si 0.0083 0.0054 0.0221
Si -0.0089 0.0169 -0.0083
Si -0.0065 0.0356 -0.0858
Si 0.0185 0.0152 0.0043
Si 0.0106 0.045 -0.1435
Si -0.0838 0.0316 -0.0209
Si -0.0289 -0.0408 0.0676
Si -0.0146 0.0018 0.0675
Si 0.0438 0.0479 -0.0196
Si -0.0127 0.047 0.0731
Si -0.0433 -0.0595 0.0177
Si 0.0491 0.0049 0.0618
Si 0.0535 -0.0046 0.0588
Si -0.6734 0.1014 0.0567
Si 0.044 0.069 -0.0402
Si 0.1317 -0.2098 -0.0446
Si 0.0536 -0.081 0.0314
Si -0.0205 0.0423 -0.032
Si -0.0475 0.0675 -0.0696
Si -0.0571 0.0321 -0.0374
Si -0.1818 0.1204 0.2402
O -0.0259 0.0248 0.0041
O -0.0359 0.004 0.0238
O -0.0249 0.0187 0.1467
O 0.4094 -0.0646 -0.2274
O -0.0099 0.0045 0.0009
O 0.0049 0.0109 0.0063
O -0.0142 0.0274 0.0193
O 0.0465 -0.0792 0.0181
O 0.069 0.1156 -0.0796
O 0.1424 -0.1266 -0.3169
O 0.0196 -0.0201 -0.025
O 0.0088 -0.0526 0.0254
O 0.324 0.0928 0.5062
O -0.0557 0.0573 0.0066
O 0.0194 -0.0142 0.0083
O -0.0081 -0.0182 0.0187
O -0.0096 0.0254 -0.036
O 0.0108 -0.0215 -0.0152
O -0.0114 0.0039 -0.0015
O -0.002 0.0046 -0.0075
O -0.022 0.0055 -0.0049
O 0.0133 -0.0138 -0.0155
O 0.0093 -0.012 -0.0046
O -0.0133 -0.0022 -0.0032
Si -0.013 0.0217 -0.0063
Si 0.0067 -0.0083 0.0152
Si -0.004 0.0036 0.0008
Si -0.002 0.0043 0.006
Si 0.0178 0.0425 -0.0216
Si -0.0009 0.0154 0.0133
Si 0.0021 0.0006 0.004
Si 0.014 0.0271 0.0023
Si 0.0291 -0.0053 -0.0281
Si -0.0123 0.0049 0.0046
Si -0.1085 -0.2913 -0.1109
Si -0.0069 -0.0209 -0.0094
Si -0.0723 -0.0407 -0.0342
Si -0.1253 -0.0629 -0.0488
Si -0.0158 -0.0015 -0.0022
Si 0.0039 -0.0084 0.0035
Si 0.0075 -0.0097 -0.0106
Si -0.0151 0.1226 -0.3007
Si 0.006 0.0004 0.0004
Si -0.0021 -0.0023 0.0167
Si 0.0048 -0.0075 0.0123
Si -0.0063 -0.0367 -0.0107
Si 0.0222 -0.0008 0.0211
Si 0.0013 0.0031 0.0169
Si 0.2314 -0.0877 -0.1318
Si -0.0068 0.0005 0.0107
Si 0.003 0.0061 0
Si 0.0002 0.0036 -0.0231
Si 0.0045 0.0028 0.0111
Si 0.0348 0.0226 -0.012
Si 0.0155 0.0106 -0.0164
Si -0.0027 0.0147 -0.0078
Si -0.0095 -0.0106 -0.0132
Si -0.002 0.0004 -0.0035
Si 0.0203 0.04 -0.0004
Si -0.0104 0.0005 -0.0063
Si 0.023 0.018 -0.0467
O -0.0226 -0.0104 0.0101
O 0.0136 0.0108 0.0129
O 0.0018 0.0143 -0.0021
O -0.0031 -0.0026 0.0057
O -0.0533 0.0672 0.0356
O -0.0151 -0.0212 -0.0139
O -0.011 0.0175 0.0011
O -0.0285 0.0405 0.019
O -0.0126 -0.0163 -0.0035
O -0.0014 -0.0088 -0.0054
O -0.0308 0.0458 0.0261
O -0.0063 0.003 0.0196
O -0.0142 -0.0059 0.0182
O -0.0069 -0.0003 0.0121
O -0.0016 0.0028 0.0134
O 0.0954 0.0884 0.1389
O 0.0005 0.0134 0.0003
O 0.0103 0.0028 0.0115
O 0.003 -0.0017 -0.0066
O 0.0151 -0.0093 -0.0073
O 0.0105 -0.0016 -0.0032
O 0.0008 0.0016 0.0005
O 0.0114 -0.001 -0.0105
O -0.0234 -0.064 0.0032
O -0.0053 -0.0036 -0.0055
O 0.0018 -0.0014 0.0137
O -0.0032 -0.0012 0.0083
O -0.0119 -0.0151 -0.0164
O -0.0208 0.009 0.0012
O 0.1399 0.0002 0.037
O 0.0001 -0.0254 -0.0006
O -0.2059 0.0557 0.0156
O -0.0147 0.006 -0.003
O 0.0017 0.0055 -0.0015
O -0.003 0.0026 -0.0097
O -0.0055 0.0119 -0.0057
O -0.02 -0.0215 -0.0014
O -0.0041 0.0012 -0.0072
O 0.0032 -0.0022 -0.0021
O 0.0129 -0.0178 0.0095
O -0.0554 -0.0217 -0.0132
O -0.0202 -0.0017 0.0012
O -0.0084 -0.0139 0.0078
O -0.0095 0.0068 0.0406
O 0.018 0.0135 -0.0175
O 0.0001 -0.0015 -0.0013
O -0.0047 0.0112 -0.0124
O -0.057 -0.0897 0.1661
O 0.0038 -0.0064 -0.003
O -0.0233 0.0307 0.0857
O -0.0152 -0.0008 0.0062
O 0.0238 0.0188 0.0116
O 0.0042 -0.0071 0.0052
O 0.0114 0.038 0.0039
O 0.0021 -0.0061 -0.002
O -0.0037 -0.0065 -0.0033
O -0.0109 0.0069 0.0002
O 0.0039 0.0058 -0.0006
O 0.07 0.0234 -0.0404
O 0.002 0.0044 0.0082
O 0.0073 0.0055 -0.0121
O 0.0105 -0.0048 -0.0635
O 0.0074 -0.0147 -0.0013
O 0.0065 0.0004 0.0049
O -0.0054 0.0067 0.0047
O 0.0305 -0.0078 0.0281
H 0.0159 0.0388 0.0275

The program warned: the cutoff lies below the one the program advises for these potential files; the forces do not sum to zero within the program's tolerance; the exchange-correlation potential is rough where the density is thin.
